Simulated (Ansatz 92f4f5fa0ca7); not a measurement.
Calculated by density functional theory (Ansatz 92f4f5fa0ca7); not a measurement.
Periodic cell of 234 atoms, Si141O87As6, from a study of silicon, its oxide and their interface. The atomic structure is a simulated model.
Doubt: the cutoff is far below the 930 eV that the study's wrapper takes by default for these files, so forces and energies are approximate.
This geometry differs little from another in the collection (a relaxation step or a small displacement).

Settings
functional: PBE
potential files: Ansatz PAW
basis: plane waves
wave-function cutoff: 580 eV
density cutoff ratio: 5
exchange-correlation grid ratio: 1
k mesh: 1 x 1 x 1, Gamma-centred
self-consistency stop: 5e-08 eV per atom in the density residual
occupations: fixed
spin: none
net charge: 0

Cell vectors (angstrom)
a 11.6015 0 0
b 0 10.938 0
c 0 0 32.9708

Atoms: element, x, y, z (angstrom)
Si 0.116 -0.0187 24.251
As 3.9956 -0.1263 23.9976
Si 7.9104 -0.0078 24.4258
As 2.0325 1.4793 24.047
Si 5.968 1.3508 24.2419
As 9.8006 1.4768 24.1587
Si -0.009 5.4356 24.2516
Si 4.0533 5.6491 24.3086
Si 7.8564 5.1687 24.4402
Si 1.9862 6.7723 24.3233
Si 6.0894 6.7737 24.5071
Si 9.6083 6.7229 24.3614
Si 1.9822 2.6847 26.1382
Si 5.8393 2.6683 26.2119
Si 9.7563 2.6226 26.2676
Si 0.0298 4.0489 26.1969
Si 3.9333 4.0496 26.107
Si 7.8027 3.9259 26.369
Si 2.0153 8.2606 26.1669
Si 5.9104 8.2297 26.3303
Si 9.7428 8.1562 26.2598
Si 0.0624 9.548 26.1745
Si 3.9811 9.6158 26.1322
Si 7.8421 9.5441 26.3194
Si 0.0556 -0.0213 28.1231
Si 3.8928 -0.0221 28.1186
Si 7.7824 0.0182 28.1846
Si 1.9724 1.3691 28.1154
Si 5.8181 1.3277 28.1469
Si 9.7343 1.3225 28.1948
Si 0.0629 5.454 28.1173
Si 3.8943 5.4403 28.0814
Si 7.7776 5.4651 28.162
Si 1.9931 6.8402 28.0963
Si 5.824 6.7995 28.1801
Si 9.7248 6.7903 28.1719
Si 1.9336 2.7345 30.0716
Si 5.8008 2.7345 30.0716
Si 9.6679 2.7345 30.0716
Si 0 4.1018 30.0716
Si 3.8672 4.1018 30.0716
Si 7.7343 4.1018 30.0716
Si 1.9336 8.2035 30.0716
Si 5.8008 8.2035 30.0716
Si 9.6679 8.2035 30.0716
Si 0 9.5708 30.0716
Si 3.8672 9.5708 30.0716
Si 7.7343 9.5708 30.0716
Si 0 0 32.0052
Si 3.8672 0 32.0052
Si 7.7343 0 32.0052
Si 1.9336 1.3673 32.0052
Si 5.8008 1.3673 32.0052
Si 9.6679 1.3673 32.0052
Si 0 5.469 32.0052
Si 3.8672 5.469 32.0052
Si 7.7343 5.469 32.0052
Si 1.9336 6.8362 32.0052
Si 5.8008 6.8362 32.0052
Si 9.6679 6.8362 32.0052
Si 1.9336 2.7345 0.9679
Si 5.8008 2.7345 0.9679
Si 9.6679 2.7345 0.9679
Si 0 4.1018 0.9679
Si 3.8672 4.1018 0.9679
Si 7.7343 4.1018 0.9679
Si 1.9336 8.2035 0.9679
Si 5.8008 8.2035 0.9679
Si 9.6679 8.2035 0.9679
Si 0 9.5708 0.9679
Si 3.8672 9.5708 0.9679
Si 7.7343 9.5708 0.9679
Si -0.0495 -0.0012 2.9122
Si 3.7988 0.0262 2.8918
Si 7.6902 0.0433 2.8606
Si 1.8681 1.401 2.9264
Si 5.7322 1.3675 2.895
Si 9.6383 1.3593 2.8772
Si -0.0397 5.5031 2.9018
Si 3.822 5.5122 2.8776
Si 7.7047 5.4838 2.8892
Si 1.8901 6.8716 2.9305
Si 5.7704 6.8409 2.8835
Si 9.63 6.8543 2.9255
Si 1.8529 2.8077 4.8658
Si 5.6874 2.7708 4.799
Si 9.6247 2.7238 4.7991
Si -0.1196 4.1726 4.8561
Si 3.7854 4.1854 4.8108
Si 7.6647 4.0152 4.7414
Si 1.8563 8.2761 4.8676
Si 5.7407 8.2734 4.7587
Si 9.5574 8.2318 4.8734
Si -0.0887 9.6044 4.8717
Si 3.8122 9.6321 4.8319
Si 7.6796 9.6346 4.7749
As -0.0089 -0.1434 6.9655
As 3.8586 -0.1428 6.9397
Si 7.7003 0.0967 6.69
Si 1.9357 1.2851 6.682
Si 5.7244 1.4121 6.7311
Si 9.7311 1.3983 6.7647
Si -0.2735 5.613 6.7987
As 3.7365 5.4044 6.8914
Si 7.4873 5.3199 6.6477
Si 1.786 6.8302 6.745
Si 5.6905 6.8414 6.6187
Si 9.271 6.873 6.8459
O 8.7496 7.7351 8.2116
O 2.0188 2.1811 8.073
O 6.0331 7.7881 7.9654
O 7.3572 4.3924 8.0394
O 5.7246 2.2644 8.1688
O 7.537 10.0738 8.0296
O 11.2982 4.6781 8.1705
O 1.7985 7.6457 8.2034
O 9.5722 4.1354 10.1531
O 9.1583 7.6463 23.0355
O 7.9891 4.1853 23.0905
O 7.9264 10.0052 23.0389
O 2.1726 7.3228 22.7231
O 4.1243 5.4736 22.6145
O 0.1248 9.9841 22.86
O 6.1562 2.2666 22.8415
O 11.4917 4.4597 22.8774
O 6.4147 7.778 23.2059
Si 9.0459 11.9192 20.3699
Si 6.3954 3.494 9.0156
Si 13.3386 2.4591 9.6487
Si -2.7571 7.3824 15.2936
Si 0.9693 3.0539 19.0206
Si -0.4401 -3.6114 19.7739
Si 7.3534 8.5556 8.5865
Si -4.2859 5.8781 13.0213
Si 5.9357 11.2334 16.2614
Si 7.7875 8.4341 22.6089
Si 7.297 3.1463 22.0265
Si 14.5462 6.225 21.7449
Si 11.934 4.8282 21.3449
Si 11.8587 7.9719 14.9586
Si 1.9553 11.1004 19.2356
Si 4.4793 9.7897 18.5452
Si -1.0156 3.5066 9.0462
Si 1.5089 0.7344 12.0697
Si 8.5076 3.4554 11.1946
Si -1.4114 12.2279 12.9573
Si 3.6384 4.5887 18.0233
Si 8.3639 7.0299 18.2716
Si 3.3551 -1.8094 11.7845
Si 0.5719 -0.0462 16.3925
Si 2.2599 -3.4442 9.7498
Si 3.8384 4.7794 10.3863
Si 1.7595 5.4128 14.4393
Si 7.2599 9.3487 19.7743
Si 6.5641 -6.3802 19.3265
Si 1.2422 7.2259 12.3709
Si 0.9293 2.3651 14.4308
Si -0.1271 10.0643 21.2336
Si 4.5325 4.774 13.5346
Si -3.6583 -0.7732 14.0505
Si 2.6842 7.2539 18.9063
Si 7.5139 2.6084 17.0608
Si 10.2433 1.8867 17.5331
Si 4.9794 2.9415 15.6532
Si 6.5371 8.654 11.685
O -0.0227 2.8282 17.7286
O -4.2131 5.9552 19.0493
O 12.8589 1.1832 15.5362
O 3.3047 6.2482 9.9238
O 8.2274 6.7543 16.6669
O 6.6321 4.0954 20.8841
O 0.2266 8.1148 13.3083
O 0.1702 2.8019 9.8982
O 10.4425 7.4397 15.5137
O 5.2151 4.4498 9.5951
O 5.21 -0.9036 17.0935
O 9.8196 2.4109 8.0927
O 4.6097 3.2416 14.1008
O -2.0218 1.6258 18.9848
O -0.9401 0.4776 16.7928
O 3.3853 6.9694 20.3716
O 7.279 3.3864 18.4591
O 2.7702 7.8205 12.5928
O 4.1865 15.7232 11.9644
O 8.3747 -2.0305 14.9857
O 4.0412 3.8351 16.6428
O -1.2294 0.322 21.0646
O 3.3821 16.4653 14.4016
O 1.3726 10.6408 17.7834
O 9.9438 6.962 18.7393
O 1.2837 3.9028 14.9071
O 1.9418 -5.9174 21.3173
O 4.9683 4.6464 18.9741
O 4.9808 9.1433 11.922
O -0.4443 -4.7433 20.9428
O 5.6408 9.4823 19.6419
O -3.6905 -0.1226 20.0004
O 7.64 8.3686 21.0071
O 7.8473 8.5727 18.4681
O -3.6491 4.6169 12.1996
O 13.9193 -7.0804 18.6325
O 15.1902 0.1016 19.1347
O -2.3682 2.2077 11.9803
O 8.3877 13.0712 21.3284
O 1.4932 1.6542 19.6159
O 9.0967 13.5965 16.6525
O 2.9884 8.8938 10.1959
O 4.7347 1.3539 15.915
O 0.0439 3.7117 20.202
O 1.1876 -5.2608 12.9106
O 14.7243 6.1213 17.8147
O 12.9219 -0.7015 20.4742
O 3.3824 8.6053 18.351
O -4.913 10.8336 14.8681
O -0.1465 0.4906 12.1962
O 1.2773 6.7185 15.3327
O 7.4373 9.6492 12.5976
O 1.0376 18.294 19.0234
O 8.4518 6.3983 14.0598
O -2.3988 0.2406 13.7516
O 2.6896 3.6772 10.11
O 7.0607 8.7741 10.1592
O -4.3419 13.8372 10.2783
O 12.1809 9.4532 15.596
O 14.1107 -0.5348 12.3911
O 1.8228 12.907 13.1087
O 1.9847 12.0758 10.5613
O -0.6698 2.2825 14.0435
O 5.9788 5.4467 13.8439
O -0.7638 8.731 20.5396
O 6.8117 7.0912 12.0563
O 6.5737 -7.6559 15.9037
O 7.0344 1.0424 17.2303
O 0.9549 7.2756 10.7563

Results
free energy: -168252.205 eV
free energy less fixed offsets of As -4856.12, O -568.88, Si -635.61 eV per atom: -1.915 eV

Forces (eV/angstrom), in the order of the atoms: element, x, y, z
Si -0.0134 0.0212 -0.0128
As 0.0303 0.011 0.0042
Si -0.0679 0.0299 -0.0286
As -0.0204 -0.0317 -0.0419
Si 0.0102 0.0192 0.0299
As 0.005 -0.0164 0.0055
Si 0.0183 0.0817 0.0404
Si -0.0384 0.0712 0.0432
Si -0.0098 0.154 -0.0007
Si -0.0531 -0.0417 0.0786
Si 0.0343 -0.1494 -0.0253
Si 0.041 -0.0598 0.0621
Si 0.0201 0.0082 0.095
Si -0.0571 -0.0801 -0.0163
Si -0.0195 -0.0709 0.0402
Si 0.0139 0.0721 -0.1028
Si -0.0016 0.0375 -0.0596
Si 0.02 0.0495 -0.0433
Si 0.0614 -0.0679 -0.0774
Si -0.0836 -0.0462 -0.0597
Si -0.0239 -0.0777 -0.0773
Si -0.0507 0.0792 0.0384
Si -0.0412 0.0483 0.0584
Si 0.0938 0.0798 0.0426
Si 0.0098 -0.0076 0.0056
Si -0.0059 0.0141 -0.026
Si -0.0164 -0.0093 -0.0071
Si 0.0173 -0.0023 -0.0055
Si -0.0059 0.0265 0.0491
Si 0.0234 -0.0142 -0.0238
Si 0.0258 -0.0562 0.0535
Si 0.0222 -0.1002 0.0279
Si -0.019 -0.0714 0.0178
Si -0.0452 0.0871 0.0349
Si 0.003 0.0458 0.0364
Si 0.0265 0.1064 0.0088
Si 0.0414 -0.017 -0.0683
Si -0.0058 -0.0207 -0.0862
Si 0.0768 0.0812 0.1307
Si 0.1202 -0.0254 -0.067
Si -0.0159 -0.0365 -0.2454
Si 0.0209 -0.0791 0.1485
Si 0.0564 -0.0791 -0.1254
Si -0.0209 -0.0713 0.1772
Si 0.068 -0.0163 0.0648
Si 0.1089 -0.1138 -0.0725
Si -0.0319 -0.0875 -0.1036
Si 0.0188 -0.0896 0.1451
Si 0.0052 0.0734 0.0072
Si 0.0016 0.0527 -0.003
Si -0.0063 -0.0393 0.0271
Si -0.0068 -0.0611 -0.0145
Si 0.0057 -0.0296 -0.0202
Si 0.0112 0.0104 0.0024
Si 0.0101 0.0666 0.0035
Si -0.0116 0.0803 -0.0404
Si -0.0086 -0.004 0.0213
Si -0.0048 -0.1106 -0.0169
Si -0.0066 0.0383 0.0117
Si 0.0025 -0.0451 0.0206
Si -0.0808 0.0583 0.0478
Si -0.0689 0.0699 0.0306
Si -0.005 0.0946 -0.0522
Si -0.0228 0.0781 0.0497
Si -0.0564 0.0153 -0.0305
Si 0.0057 0.0372 -0.045
Si -0.0558 0.0877 0.0489
Si 0.0118 0.0636 -0.0957
Si -0.0301 0.0639 0.1372
Si 0.0026 -0.0346 0.0286
Si -0.0958 -0.0138 0.0229
Si -0.0574 0.0273 -0.1133
Si 0.0442 -0.0215 -0.0115
Si -0.0262 -0.0212 0.0062
Si -0.0356 -0.0429 -0.002
Si 0.0043 0.0229 0.0184
Si -0.0145 0.0323 -0.0253
Si -0.0099 0.0286 0.0213
Si 0.0271 -0.0868 -0.0052
Si -0.0088 -0.0396 0.0112
Si 0.0075 -0.0543 0.0012
Si 0.0021 0.0622 -0.0358
Si -0.0162 0.0404 -0.0222
Si -0.0041 0.0482 -0.0251
Si -0.0195 -0.0347 -0.0449
Si -0.0562 -0.0915 0.014
Si 0.0775 -0.091 0.0229
Si 0.0009 0.0716 0.0411
Si 0.0387 0.0404 0.0125
Si 0.0017 0.0964 -0.0032
Si 0.0951 -0.0664 0.0153
Si -0.078 -0.0436 0.0199
Si 0.0617 -0.0755 0.0755
Si -0.0941 0.0504 -0.0089
Si 0.0132 0.0218 -0.0313
Si 0.035 0.078 -0.0202
As 0.0059 0.0248 -0.0116
As 0.0095 0.0192 -0.0027
Si 0.0134 0.0433 0.0398
Si 0.0026 -0.0089 0.061
Si 0.0235 -0.0175 -0.0397
Si -0.0361 -0.0129 -0.0514
Si -0.0422 0.0664 -0.0542
As -0.0014 0.0553 -0.0245
Si 0.0169 0.0849 0.0047
Si -0.064 -0.0583 0.0215
Si 0.0146 -0.0926 0.0187
Si 0.0131 -0.0459 -0.0486
O -0.0533 0.0582 0.044
O 0.002 -0.0028 0.0031
O 0.0011 0.0102 -0.0126
O -0.0308 -0.0256 0.0024
O 0.0011 0.0244 0.0234
O -0.0182 -0.0304 -0.0114
O -0.0018 -0.0474 0.0262
O 0.0206 0.0292 0.0442
O -0.0101 0.0083 -0.0163
O -0.0425 0.0273 0.0038
O -0.0284 -0.0658 -0.0272
O 0.0147 0.0019 0.0198
O 0.0503 -0.0273 -0.0212
O -0.0044 0.006 -0.0622
O 0.0214 -0.0124 -0.0276
O 0.015 0.0084 -0.0155
O 0.0225 -0.0644 -0.0833
O 0.0069 0.0308 0.0249
Si -0.0171 0.0053 -0.0351
Si 0.019 -0.0026 -0.0136
Si -0.0069 0.0114 -0.0288
Si -0.0076 -0.0164 0.0138
Si -0.0049 0.0165 -0.0187
Si 0.009 -0.0373 -0.0177
Si 0.0579 -0.0153 -0.0217
Si 0.0053 -0.0087 0.0227
Si 0.0073 -0.0133 0.0116
Si 0.0327 -0.0383 0.013
Si -0.0087 0.0112 0.0401
Si 0.0044 -0.0088 0.0311
Si -0.0091 0.0225 0.0313
Si -0.0107 0.0039 -0.0007
Si 0.0042 0.0033 -0.0363
Si 0.0026 -0.0124 -0.0043
Si 0.0054 0.0157 -0.0263
Si 0.0128 -0.0184 0.0199
Si -0.0097 0.0129 0.0284
Si -0.0125 0.0116 0.0136
Si 0.0055 0.0226 0.0002
Si 0.0108 0.0206 -0.0027
Si 0.0122 0.0001 0.0421
Si -0.0085 0.0032 0.0177
Si -0.0166 0.0086 -0.0372
Si -0.008 -0.0075 0.016
Si -0.0005 -0.0069 -0.0037
Si 0.0129 -0.0066 -0.0554
Si 0.0174 -0.0073 -0.0366
Si 0.0099 0.0067 0.0035
Si -0.0064 0.0008 0.0103
Si -0.0085 -0.0247 0.0063
Si 0.0142 0.0102 -0.0121
Si 0.0012 -0.021 -0.0008
Si -0.0028 -0.005 -0.0006
Si 0.0088 0.0212 0.0166
Si 0.0088 0.0102 -0.0043
Si -0.0012 0.0153 0.0052
Si -0.002 -0.0049 0.0396
O -0.0044 -0.0045 0.0029
O -0.0036 -0.0098 0.021
O 0.0087 0.006 -0.0073
O 0.0159 -0.0202 -0.0105
O 0.007 0.0006 -0.0148
O -0.0099 0.0138 -0.0121
O -0.0078 0.0004 -0.0035
O 0.0143 -0.0108 -0.0049
O -0.0021 0.0001 -0.003
O -0.0143 0.0118 -0.0102
O 0.0023 0.0116 -0.0088
O 0.0291 0.0098 0.0146
O -0.0061 -0.0027 -0.0057
O 0.0016 -0.0028 0.0239
O 0.0095 -0.0113 -0.0004
O -0.0084 0.0156 -0.0103
O -0.0083 -0.0067 -0.0035
O -0.011 -0.012 -0.008
O 0.0008 -0.0022 -0.0042
O 0.0018 0.004 -0.0084
O 0.0067 -0.0159 -0.0036
O -0.0065 0.0216 0.0176
O -0.0092 -0.0009 0.0045
O -0.0118 0.0001 -0.0023
O -0.0199 0.0019 0.0112
O -0.0011 -0.005 -0.0029
O 0.0021 -0.0071 0.01
O -0.0064 -0.0054 0.0125
O -0.0087 0.0011 -0.0268
O 0.0011 0.0061 0.005
O -0.0244 0.0078 0.0099
O 0.0093 0.0068 0.0275
O -0.0014 -0.0021 -0.0031
O 0.0023 -0.0099 0.0121
O -0.0036 0.0127 -0.0145
O 0.0086 -0.002 0.0071
O 0.0008 -0.0072 0.0258
O 0.014 -0.0236 -0.0049
O 0.0227 -0.018 -0.001
O 0.0022 -0.011 0.0284
O -0.0086 -0.0042 -0.0008
O 0.0101 -0.0003 -0.0153
O -0.0077 0.0038 -0.0051
O 0.0035 -0.0211 0.0006
O 0.0007 -0.0016 -0.0096
O 0.007 -0.0116 0.0063
O 0.0193 0.0102 0.0083
O 0.0033 0.0066 0.0082
O -0.003 0.0027 -0.0022
O 0.0028 0.0018 -0.0196
O -0.0003 0.0021 0.0091
O 0.0152 0.0147 0.0039
O 0.0054 0.0032 0.0163
O 0.0052 0.0098 0.0023
O -0.0012 -0.0109 -0.0056
O 0.0076 -0.0015 -0.0092
O -0.0078 0.0031 0.0035
O 0.0055 -0.0069 -0.0186
O -0.0004 -0.0083 -0.0109
O -0.0151 0.0191 -0.016
O -0.0021 0.0101 0.0002
O 0.0006 -0.0097 0.0025
O 0.0142 0.0065 -0.0014
O -0.0068 0.0068 -0.0102
O 0.0024 0.0152 0.0257
O 0.0026 -0.0082 -0.0178
O 0.0022 -0.013 0.0057
O -0.0084 0.0082 0.0039
O -0.0039 -0.0132 0.0126

The program warned: the cutoff lies below the one the program advises for these potential files; the exchange-correlation potential is rough where the density is thin.
